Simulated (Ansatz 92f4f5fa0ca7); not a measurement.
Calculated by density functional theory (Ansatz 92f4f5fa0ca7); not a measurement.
Periodic cell of 221 atoms, Si132O88H1, from a study of silicon, its oxide and their interface. The atomic structure is a simulated model.
Doubt: the cutoff is far below the 930 eV that the study's wrapper takes by default for these files, so forces and energies are approximate.
Doubt: the program's own warning below bears on the result.
This geometry differs little from another in the collection (a relaxation step or a small displacement).

Settings: functional PBE; potential files Ansatz PAW; basis plane waves; wave-function cutoff 580 eV; density cutoff ratio 5; exchange-correlation grid ratio 1; k mesh 1 x 1 x 1, Gamma-centred; self-consistency stop 5e-08 eV per atom in the density residual; occupations fixed; spin none; net charge +1 e, with a uniform compensating background and no finite-size correction.

Cell vectors (angstrom)
a, 10.938, 0, 0
b, 0, 10.938, 0
c, 0, 0, 32.3196

Atoms and the computed forces on them: element, x, y, z (angstrom), force x, y, z (eV/angstrom)
Si, -0.1233, 0.1818, 24.7668, -0.0312, 0.0982, -0.1047
Si, 5.6802, -0.2829, 24.7364, 0.0653, -0.0722, -0.0551
Si, 2.4264, 2.9892, 24.9257, -0.0725, 0.0746, -0.1253
Si, 8.5415, 2.4389, 24.5938, 0.0559, -0.0516, -0.0261
Si, 0.1757, 5.208, 24.9494, 0.0767, -0.0786, -0.0544
Si, 5.2955, 5.8211, 24.8994, -0.0512, 0.0624, -0.1032
Si, 2.9365, 7.9443, 24.8646, 0.1075, -0.0274, -0.0338
Si, 7.8998, 8.4028, 24.9948, -0.1307, 0.09, -0.1462
Si, 1.3375, 1.3633, 26.2068, -0.0437, 0.0076, 0.02
Si, 6.854, 1.378, 25.9874, 0.0441, -0.0455, -0.0373
Si, 4.1289, 4.1254, 26.1164, -0.0322, 0.0277, -0.0031
Si, 9.5124, 4.0187, 26.1475, 0.0336, -0.0384, -0.0153
Si, 1.3644, 6.8127, 26.2097, 0.0126, -0.0517, -0.036
Si, 6.786, 6.8808, 26.3488, -0.0418, 0.0162, 0.0184
Si, 4.0762, 9.5862, 26.1341, 0.0251, -0.0385, -0.0046
Si, 9.6037, 9.5763, 26.1248, -0.019, 0.0189, -0.0174
Si, 2.7319, 0.005, 27.5259, 0.0158, 0.0064, -0.0425
Si, 8.2033, 0.0229, 27.4795, -0.0097, 0.0101, -0.0178
Si, -0.0299, 2.7256, 27.5627, 0.0106, 0.0296, -0.0399
Si, 5.4975, 2.7233, 27.4568, -0.0046, 0.0159, -0.0243
Si, 2.76, 5.4516, 27.5509, -0.0013, 0.0107, -0.0467
Si, 8.2061, 5.4431, 27.538, -0.0068, 0.001, -0.0217
Si, -0.0027, 8.2095, 27.5245, 0.0093, 0.0048, -0.0224
Si, 5.4017, 8.2603, 27.603, 0.0371, 0.0425, -0.0519
Si, 4.1018, 1.3673, 28.9014, 0.2183, 0.0674, -0.282
Si, 9.5708, 1.3673, 28.9014, -0.2634, -0.1546, 0.1787
Si, 1.3673, 4.1018, 28.9014, -0.0374, -0.0469, 0.1035
Si, 6.8362, 4.1018, 28.9014, -0.0817, -0.2345, -0.0858
Si, 4.1018, 6.8362, 28.9014, -0.2482, -0.012, 0.4493
Si, 9.5708, 6.8362, 28.9014, 0.0568, -0.0866, -0.0584
Si, 1.3673, 9.5708, 28.9014, 0.0104, -0.0147, -0.0047
Si, 6.8362, 9.5708, 28.9014, 0.0799, 0.3634, 0.0547
Si, 0, 0, 30.2686, -0.0481, -0.0053, -0.066
Si, 5.469, 0, 30.2686, 0.1309, 0.0553, -0.0281
Si, 2.7345, 2.7345, 30.2686, -0.0176, 0.0495, -0.0671
Si, 8.2035, 2.7345, 30.2686, -0.0044, -0.0681, -0.0411
Si, 0, 5.469, 30.2686, 0.0698, 0.0416, -0.0316
Si, 5.469, 5.469, 30.2686, -0.0284, 0.0367, -0.0755
Si, 2.7345, 8.2035, 30.2686, -0.0087, -0.1091, -0.0163
Si, 8.2035, 8.2035, 30.2686, -0.0236, 0.0153, -0.0896
Si, 1.3673, 1.3673, 31.6359, 0.0018, -0.0483, 0.0245
Si, 6.8362, 1.3673, 31.6359, -0.0457, 0.0388, 0.0228
Si, 4.1018, 4.1018, 31.6359, 0.011, 0.0001, 0.025
Si, 9.5708, 4.1018, 31.6359, -0.0488, -0.0186, 0.0028
Si, 1.3673, 6.8362, 31.6359, -0.0389, 0.0357, 0.0323
Si, 6.8362, 6.8362, 31.6359, 0.0187, -0.0172, 0.02
Si, 4.1018, 9.5708, 31.6359, -0.0282, -0.002, 0.0077
Si, 9.5708, 9.5708, 31.6359, 0.0243, -0.0385, 0.0212
Si, 2.7345, 0, 0.6835, 0.0436, -0.0076, -0.0039
Si, 8.2035, 0, 0.6835, -0.0125, 0.0124, -0.0241
Si, 0, 2.7345, 0.6835, 0.0119, 0.0424, -0.0148
Si, 5.469, 2.7345, 0.6835, 0.0554, -0.0415, -0.0185
Si, 2.7345, 5.469, 0.6835, -0.0008, 0.0328, -0.0118
Si, 8.2035, 5.469, 0.6835, 0.0393, 0.0217, -0.0009
Si, 0, 8.2035, 0.6835, 0.0136, -0.0254, -0.0131
Si, 5.469, 8.2035, 0.6835, -0.0241, 0.0069, -0.0173
Si, 4.1018, 1.3673, 2.0507, 0.0032, 0.0789, 0.0125
Si, 9.5708, 1.3673, 2.0507, -0.022, -0.0565, 0.0652
Si, 1.3673, 4.1018, 2.0507, -0.0406, -0.0567, 0.0695
Si, 6.8362, 4.1018, 2.0507, -0.0435, 0.0004, 0.0227
Si, 4.1018, 6.8362, 2.0507, 0.0516, -0.0091, 0.0542
Si, 9.5708, 6.8362, 2.0507, -0.0651, 0.0276, 0.0286
Si, 1.3673, 9.5708, 2.0507, -0.0746, -0.027, 0.0214
Si, 6.8362, 9.5708, 2.0507, 0.0441, -0.0242, 0.0792
Si, 0, 0, 3.418, 0.2713, 0.1077, -0.0505
Si, 5.469, 0, 3.418, -0.0869, 0.1678, 0.0774
Si, 2.7345, 2.7345, 3.418, 0.2293, -0.0569, -0.0445
Si, 8.2035, 2.7345, 3.418, 0.0384, 0.0944, 0.0125
Si, 0, 5.469, 3.418, 0.037, -0.0132, 0.1591
Si, 5.469, 5.469, 3.418, -0.1001, -0.0375, -0.0567
Si, 2.7345, 8.2035, 3.418, -0.0834, -0.005, 0.1335
Si, 8.2035, 8.2035, 3.418, 0.138, -0.1269, -0.3121
Si, 1.4268, 1.341, 4.7983, -0.1008, -0.0522, 0.0137
Si, 6.8078, 1.4115, 4.7938, 0.0156, -0.0232, 0.0302
Si, 4.0822, 4.112, 4.8084, -0.0305, -0.0205, -0.0227
Si, 9.5972, 4.0721, 4.8062, -0.041, -0.0265, 0.0424
Si, 1.3922, 6.8033, 4.8184, -0.0337, -0.0221, 0.0193
Si, 6.8602, 6.817, 4.7517, -0.0707, -0.06, 0.0292
Si, 4.0675, 9.6065, 4.7898, -0.0126, -0.0515, 0.0329
Si, 9.6101, 9.5296, 4.749, -0.0596, -0.0315, 0.0717
Si, 2.7451, -0.0222, 6.2771, 0.0135, 0.0276, -0.0491
Si, 8.2481, 0.0323, 6.0381, 0.0942, 0.0883, -0.0931
Si, 0.095, 2.7424, 6.1602, 0.0888, 0.0652, -0.0155
Si, 5.4468, 2.7703, 6.2116, 0.043, 0.0616, -0.0177
Si, 2.7087, 5.4379, 6.2543, 0.0097, -0.0087, 0.0151
Si, 8.1932, 5.4155, 6.1539, 0.0269, 0.0704, -0.0389
Si, 0.0302, 8.1582, 6.1769, -0.0098, 0.0579, -0.0022
Si, 5.4382, 8.2003, 6.0552, 0.1701, 0.0691, -0.057
Si, 3.8602, 1.6567, 7.5461, -0.0327, -0.0182, 0.199
Si, 9.9321, 1.0499, 7.3117, -0.0188, -0.0445, 0.2553
Si, 1.5653, 3.8696, 7.6938, -0.0079, -0.0859, 0.0615
Si, 6.5786, 4.3897, 7.5365, -0.0523, 0.0043, 0.1682
Si, 4.3465, 6.6515, 7.4308, 0.032, -0.0583, 0.1628
Si, 9.2861, 7.0588, 7.4164, -0.1307, 0.0906, 0.0816
Si, 1.1635, 9.6778, 7.5876, -0.0805, 0.0094, 0.1774
Si, 7.073, 9.3785, 7.2402, -0.1059, -0.288, 0.3634
O, 1.3204, 4.1281, 24.4322, 0.0031, 0.0134, 0.1288
O, 6.8379, 9.5242, 24.405, 0.0202, -0.0125, 0.1389
O, 2.6995, 2.7198, 8.0857, 0.0146, 0.0828, -0.1116
O, 8.1682, 8.2368, 7.6233, 0.0396, 0.0644, -0.0909
O, 5.4797, 5.5606, 7.9493, -0.0427, 0.0217, -0.095
O, 0.0182, -0.1032, 7.9512, 0.0208, -0.0458, -0.1085
O, 4.1182, 6.8825, 24.4016, -0.0008, -0.0134, 0.1195
O, 9.6859, 1.2861, 24.2813, 0.0058, -0.0179, 0.0966
O, 1.6592, 8.9556, 9.0193, 0.1284, -0.0577, -0.0585
O, 0.8963, 4.3977, 9.1291, 0.0137, -0.0153, -0.1368
O, 9.2774, 1.8121, 8.6215, 0.0801, -0.0659, -0.1939
O, 6.6018, 9.8517, 8.7916, 0.5366, 0.4258, 0.4448
O, 4.6254, 1.1533, 8.9256, -0.0226, 0.0591, -0.1851
O, 3.78, 7.3619, 8.7948, -0.0397, 0.0468, -0.0812
O, 7.1743, 3.8602, 8.9757, -0.0323, 0.0228, -0.1847
O, 9.5561, 6.6704, 8.9814, 0.0058, 0.0319, -0.1202
O, 2.9128, 2.2607, 23.5266, -0.0263, 0.0005, 0.1343
O, 5.0897, 0.1563, 23.2688, 0.0238, -0.0024, 0.1048
O, 8.1744, 2.9889, 23.0812, 0.0058, -0.0118, 0.1149
O, 10.3407, 5.7362, 23.6029, 0.0008, 0.0139, 0.0662
O, 8.3063, 7.5102, 23.6899, 0.009, 0.0045, 0.1017
O, 2.2956, 8.5021, 23.4587, -0.0288, 0.0048, 0.0578
O, 6.178, 5.4543, 23.5433, 0.0066, 0.0225, 0.1152
O, 0.6278, 10.5688, 23.3935, -0.0062, -0.017, 0.0888
Si, 3.0462, 8.4332, 9.7723, 0.1175, 0.2154, 0.1004
Si, 7.5383, 3.9662, 10.5594, 0.0096, -0.0275, 0.1702
Si, -1.1772, 3.8661, 15.9231, -0.0133, 0.0164, 0.0292
Si, 3.389, 2.9506, 22.1301, -0.0106, 0.0336, -0.2032
Si, 7.036, 0.6571, 19.7662, -0.0095, 0.0066, -0.0747
Si, 12.3159, -5.7591, 17.4799, 0.0104, 0.0092, 0.0403
Si, 2.691, 9.4689, 20.2548, 0.0641, -0.0151, -0.1091
Si, 9.2827, 6.3072, 14.8277, 0.0228, 0.0508, 0.0387
Si, 2.6592, 11.1477, 17.6624, 0.0128, -0.0025, 0.0379
Si, -2.1046, 9.8818, 17.8067, -0.0072, 0.0074, 0.0141
Si, 4.756, 0.3662, 21.6895, -0.0136, -0.0338, -0.1603
Si, 9.3609, 12.4485, 10.2069, -0.0053, 0.1067, 0.1064
Si, 4.4817, 11.249, 10.3064, 0.0354, -0.2214, 0.1369
Si, 3.3464, 1.7383, 12.8333, -0.036, 0.0375, 0.1001
Si, 9.0523, 8.511, 12.9053, -0.0541, 0.0578, 0.0471
Si, 1.0048, 9.1346, 22.6826, 0.0281, 0.0108, -0.1564
Si, -0.13, 0.8913, 16.4463, 0.0041, -0.0381, 0.0208
Si, -1.147, 0.2538, 13.879, -0.0128, -0.0039, 0.0346
Si, 0.3424, 13.1031, 12.149, 0.0066, -0.0279, 0.1162
Si, 5.5864, 5.0465, 22.0755, -0.0453, -0.0022, -0.206
Si, 6.8878, 4.8857, 15.3736, -0.0358, 0.0005, 0.0169
Si, 5.2831, 4.2604, 12.741, -0.0306, 0.0224, 0.1004
Si, 4.5863, 11.2642, 15.4181, 0.0153, -0.0036, 0.0285
Si, 4.101, 6.6619, 20.0564, -0.0198, 0.016, -0.0543
Si, 4.3949, 5.0938, 17.358, 0.0088, 0.0041, 0.0448
Si, -0.7885, 7.0513, 17.8398, -0.0104, -0.0283, 0.0004
Si, 4.9635, 12.9754, 17.8296, 0.0016, -0.0022, 0.0207
Si, 3.1109, 6.3273, 12.105, 0.0074, -0.0201, 0.1827
Si, 7.9193, 3.1253, 21.4647, 0.0175, -0.006, -0.1927
Si, 9.5979, 6.9912, 22.881, -0.0151, -0.0328, -0.1665
Si, 9.679, 5.4306, 20.4052, 0.021, -0.0369, -0.1066
Si, 11.8392, 4.8524, 10.7211, 0.0286, -0.0136, 0.2095
Si, -3.5293, 9.9584, 14.969, -0.0028, 0.0088, -0.0159
Si, 1.732, 4.6741, 20.3669, -0.0084, 0.0048, -0.0715
Si, 7.1866, 10.2827, 10.2509, -0.2833, 0.9251, 0.2871
Si, 9.3773, 6.5435, 10.5861, -0.0281, 0.0312, 0.1554
O, 8.2955, 5.3686, 10.9242, -0.0059, -0.0036, -0.0735
O, 9.9136, -1.0361, 12.8612, 0.0076, -0.0002, -0.0074
O, 19.4428, 13.6319, 10.9296, 0.0029, 0.0333, -0.0583
O, 2.7953, 5.8697, 20.5952, 0.003, -0.0072, 0.04
O, -2.8416, 4.0393, 16.1996, 0.0183, -0.0195, -0.0322
O, -4.716, 15.0707, 14.0782, 0.022, 0.0026, -0.0275
O, 0.309, 5.2985, 20.7949, -0.0114, 0.0204, 0.0556
O, 3.5525, 12.0154, 11.3637, 0.0383, 0.0397, -0.0101
O, -1.0975, 7.3328, 13.7068, 0.005, -0.0083, -0.022
O, -0.0455, 6.1496, 11.0427, -0.017, 0.0252, -0.0938
O, 1.7096, 4.2761, 18.7945, -0.0122, -0.0076, -0.0086
O, 7.8864, 1.6602, 20.7416, 0.0013, 0.0104, 0.0729
O, 3.8954, 0.7811, 14.0202, -0.0216, 0.0068, -0.0514
O, 2.2608, 10.0304, 18.777, -0.0008, 0.0111, 0.011
O, 1.3162, 9.1451, 21.0774, -0.041, 0.006, 0.1106
O, 10.906, 1.3835, 10.7415, -0.0775, 0.0052, -0.0533
O, 9.8471, 0.1831, 17.5363, 0.0051, 0.0043, -0.0003
O, 9.7142, 8.5701, 18.2619, 0.0018, 0.0105, -0.0079
O, 4.44, 1.9427, 21.4097, 0.0033, 0.0061, 0.0653
O, 2.9711, 18.6641, 11.2445, -0.0069, 0.078, -0.1731
O, 6.5449, 3.9885, 21.3012, -0.0016, 0.0108, 0.0715
O, 9.0473, 3.9531, 20.6303, -0.001, -0.0043, 0.0687
O, 3.7291, 8.2361, 20.0335, -0.0224, 0.0223, 0.0358
O, 0.842, 6.712, 17.841, 0.0019, 0.0021, -0.0177
O, 3.4167, -0.4152, 21.2486, -0.0112, 0.0057, 0.0734
O, 1.3532, 11.9588, 17.0972, -0.0014, 0.0108, -0.0184
O, 1.7225, 12.7837, 12.9398, 0.0687, -0.0251, -0.0915
O, 0.3167, 3.7274, 11.7425, -0.0045, 0.0338, -0.0944
O, 9.9274, 4.8059, 14.5712, -0.0089, -0.0189, -0.0136
O, 2.432, 16.1207, 11.1426, 0.0015, 0.0086, -0.0756
O, -14.2277, 6.205, 14.774, -0.0141, -0.004, -0.0293
O, 5.9685, 11.0986, 11.0412, 0.9993, -0.5288, -0.6785
O, -2.6708, 11.277, 14.4885, 0.0031, -0.0111, -0.0213
O, 10.8736, 10.9277, 15.0796, 0.0067, 0.0019, -0.007
O, 5.6132, 5.3497, 16.2965, 0.0012, 0.0073, -0.0178
O, 4.5016, 6.2085, 18.5392, 0.0071, -0.0115, -0.0084
O, 13.7907, 5.2199, 16.6861, -0.0162, -0.002, -0.0233
O, 9.0396, 6.524, 21.4281, -0.0028, 0.0463, 0.1123
O, 3.4834, 10.5122, 16.3813, -0.0035, -0.0047, -0.0278
O, -0.3089, 8.2221, 22.8317, -0.0182, 0.0058, 0.0525
O, 5.3274, 6.3303, 21.0908, 0.0189, -0.0394, 0.0877
O, 5.8182, -0.6818, 15.0646, -0.016, -0.003, -0.0152
O, 2.1066, 3.3234, 21.1947, 0.034, -0.0188, 0.0829
O, -3.2705, 8.8584, 13.7477, 0.0221, -0.0092, 0.0254
O, 2.3114, 6.621, 13.4977, 0.0016, 0.0017, -0.0665
O, 3.6532, 1.2615, 18.4163, -0.0153, 0.01, -0.0153
O, 4.171, 4.3318, 22.4518, -0.0048, 0.0139, 0.0761
O, 5.9718, -0.1196, 20.7269, -0.0078, 0.0034, 0.0643
O, -1.2998, 6.8496, 16.3151, -0.0031, 0.0016, -0.001
O, 0.0811, 4.4369, 16.8276, 0.0059, -0.0019, -0.03
O, -0.8536, 1.6804, 13.154, 0.0296, 0.0154, -0.0683
O, 4.6207, 5.7517, 12.4802, -0.0156, -0.0154, -0.0591
O, -1.4853, 5.9819, 18.8806, -0.0022, 0.0057, 0.0208
O, 4.0545, 14.135, 12.9223, -0.0265, -0.0473, -0.0583
O, 6.2976, 1.5826, 18.6361, 0.0079, -0.0062, 0.0135
O, -2.9784, 9.5077, 16.4543, 0.0002, -0.0109, -0.0027
O, 10.0968, 2.2858, 15.9688, -0.0079, 0.0249, -0.0179
O, 8.8397, 7.9311, 11.3596, 0.1433, -0.1769, -0.0337
O, 15.6178, 3.6229, 17.9956, 0.007, -0.0021, -0.0141
O, 3.957, 9.7635, 9.9802, -0.2128, -0.2037, -0.1033
O, 8.6518, 0.0431, 10.481, -1.2234, -0.7175, -0.3637
O, 6.1842, 3.8551, 11.4463, 0.0122, -0.0085, -0.0846
O, 7.8939, -0.5274, 19.0373, -0.0019, -0.0026, 0.0074
O, 5.1395, 12.5794, 16.2401, 0.0005, 0.0056, -0.0325
H, 2.641, 6.191, 14.3028, -0.0004, -0.0012, -0.0067

Results
free energy: -133981.414 eV
free energy less fixed offsets of H -15.97, O -568.88, Si -635.61 eV per atom: -3.484 eV

The program warned: the cutoff lies below the one the program advises for these potential files; two levels at the filling edge were not resolved; the exchange-correlation potential is rough where the density is thin.
